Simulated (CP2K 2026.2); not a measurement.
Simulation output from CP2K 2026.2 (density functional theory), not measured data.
Periodic cell of 1133 atoms, Si864O269, from a study of silicon, its oxide and their interface. The atomic structure is a simulated model.
Doubt: the forces sum to 4.17 eV/angstrom along one axis rather than to zero, so they err by at least 0.0037 eV/angstrom per atom on average; the grid cutoff is modest.

Settings
functional: PBE
method: Gaussian and plane waves
basis set: DZVP-MOLOPT-SR-GTH
pseudopotentials: GTH-PBE
grid cutoff: 350 Ry, relative cutoff 50 Ry
k points: Gamma only
occupations: fixed
spin: none
net charge: 0

Cell vectors (angstrom)
a	32.64	0	0
b	0	16.32	0
c	-3.0119	-3.0621	38.7823

Atoms and the computed forces on them: element, x, y, z (angstrom), force x, y, z (eV/angstrom)
Si	31.2585	15.2029	1.2807	0.0375	-0.1365	0.5345
Si	1.5679	1.3029	1.418	-0.1248	0.0709	0.6721
Si	31.3823	4.4324	1.1565	0.2302	-0.4935	0.1111
Si	1.2927	6.9853	1.6	0.2776	-0.1374	0.6534
Si	31.6621	9.142	1.4592	-0.3296	0.1893	0.8411
Si	1.8184	11.7972	1.5038	0.255	-0.1688	0.5212
Si	4.6193	14.3528	1.4239	-0.0656	0.001	-0.0468
Si	6.5413	1.4965	1.5315	0.0364	-0.1682	0.6769
Si	4.4958	3.8659	1.4693	-0.1881	0.1531	0.6796
Si	6.9435	6.7619	1.4415	0.4662	-0.4451	0.1742
Si	3.5642	10.031	1.4675	-0.1651	0.2433	0.5127
Si	6.4324	12.6004	1.4819	-0.1987	0.2315	0.4098
Si	9.7217	14.668	1.4779	0.188	-0.1129	0.461
Si	11.9763	1.7715	1.5307	0.043	-0.1975	0.731
Si	9.4845	3.6299	1.2874	-0.3219	-0.302	0.3429
Si	12.6426	6.6322	1.7142	-0.0026	0.1773	0.8111
Si	9.4956	9.5616	1.1895	0.0031	-0.0149	-0.1104
Si	11.63	13.0874	1.3734	-0.2043	-0.1889	0.6462
Si	15.5527	14.4638	1.5933	-0.059	-0.2129	0.503
Si	18.1543	0.5996	1.5807	0.2074	0.0117	0.6239
Si	14.6278	4.3161	1.6012	0.2452	-0.078	0.6733
Si	17.3242	7.3191	1.3976	-0.0503	0.0571	-0.0558
Si	15.6745	9.1068	1.5559	0.1337	-0.2527	0.5227
Si	17.2177	12.7348	1.5111	0.0784	-0.0524	-0.0832
Si	19.9507	15.2943	1.6747	0.0192	-0.0493	-0.0369
Si	22.3281	1.9247	1.5828	-0.053	0.1903	0.6279
Si	20.5852	3.5804	1.3416	0.2066	-0.0513	0.545
Si	23.5598	6.3117	1.4862	0.1171	-0.3314	0.5106
Si	22.5219	12.3191	0.4335	-0.4129	0.4604	-0.0306
Si	21.3777	8.6788	34.1757	-0.0904	0.0269	-0.6837
Si	25.7377	15.3467	1.1528	0.3746	-0.3336	0.2332
Si	29.0248	1.2042	1.2323	-0.1088	0.1649	0.5667
Si	25.2152	4.5085	1.3969	-0.0353	-0.0296	-0.0187
Si	27.9657	7.2486	1.4964	-0.1659	0.0913	0.643
Si	26.1245	8.8176	1.4037	0.2608	0.0279	0.4942
Si	28.6054	12.0169	1.1873	0.1939	-0.043	0.72
Si	0.0977	0.0122	2.7171	-0.0133	0.0213	-0.0323
Si	2.815	2.7687	2.7283	0.0167	-0.0195	-0.0465
Si	0.0926	5.4048	2.7938	0.0059	0.0426	-0.0507
Si	2.782	8.2641	2.8391	0.0607	0.0011	-0.0627
Si	0.0897	10.7991	2.7543	0.0316	-0.0086	-0.0439
Si	2.8722	13.4797	2.7748	-0.0307	-0.0214	-0.0506
Si	5.4161	-0.148	2.7463	-0.001	0.0404	-0.0188
Si	8.1136	2.6126	2.8501	0.0237	0.0247	-0.0465
Si	5.6038	5.4234	2.8191	-0.043	-0.0741	-0.0115
Si	8.277	8.206	2.7306	0.0097	-0.0156	-0.0847
Si	5.3593	10.929	2.7374	0.0093	-0.02	-0.008
Si	8.1135	13.6196	2.8065	-0.0258	-0.0389	0.0183
Si	10.8872	0.0207	2.6916	0.0348	0.0234	0.0192
Si	13.4829	2.8332	3.0011	0.0269	-0.0205	-0.0182
Si	11.0483	5.6247	3.0727	0.3698	0.1922	0.3693
Si	13.8306	8.2781	2.7834	0.0248	-0.0119	-0.0505
Si	10.8925	11.0089	2.4682	0.0324	0.0387	-0.0431
Si	13.5731	13.6577	2.6662	-0.037	0.0383	0.0125
Si	16.386	-0.1337	2.9534	-0.0107	0.0027	-0.0361
Si	18.9638	2.5688	2.6871	0.0019	0.0026	-0.0621
Si	16.3447	5.5344	2.6853	0.0524	-0.0051	-0.0242
Si	19.054	8.2992	2.7986	-0.3512	-0.3676	0.1755
Si	16.3897	10.9377	2.8164	0.0153	-0.003	0.0051
Si	18.8998	13.6209	2.9085	-0.0333	0.0473	0.0507
Si	21.6166	0.0752	2.8523	0.1191	0.0365	-0.007
Si	24.2553	2.8016	2.7014	0.0023	-0.0718	-0.1034
Si	21.6595	5.3669	2.5554	-0.0161	-0.0287	-0.0911
Si	24.4855	7.9761	2.8566	0.0311	0.0137	-0.0145
Si	21.3076	10.4679	2.654	0.1293	0.159	0.7076
Si	24.5706	13.7226	2.4649	0.2878	0.3793	0.3343
Si	27.2733	0.1599	2.5124	0.0583	0.0136	-0.0288
Si	30.0743	2.8784	2.5142	0.0014	-0.0385	-0.0151
Si	27.0363	5.4267	2.6686	0.034	-0.0164	-0.0842
Si	29.863	8.1274	2.6534	0.0424	-0.0321	-0.0321
Si	27.1636	10.7067	2.5195	-0.0629	-0.0351	-0.027
Si	30.0084	13.5157	2.4618	-0.0385	0.0279	-0.0197
Si	31.3569	1.4569	3.9782	-0.0252	0.0131	-0.0139
Si	1.4427	4.0588	4.1218	0.0079	-0.0089	-0.0086
Si	31.2243	6.7453	4.0372	0.0563	0.0549	0.0283
Si	1.3637	9.4934	4.2269	0.0051	0.0102	0.0347
Si	31.3231	12.2451	3.9722	-0.0275	-0.0218	-0.0187
Si	1.4407	14.9157	4.0256	0.0085	-0.0029	0.0009
Si	4.0887	1.3017	4.0782	0.0243	0.0383	0.0429
Si	6.9105	4.0918	4.2048	-0.0296	-0.0033	0.0293
Si	4.1674	6.8202	4.0822	-0.0219	-0.0469	0.0018
Si	6.803	9.5313	4.0171	0.0059	0.025	0.0233
Si	4.1202	12.2047	4.2589	-0.0151	-0.0206	0.0177
Si	6.837	15.0045	4.1935	0.0103	-0.0035	-0.0387
Si	9.5438	1.3125	4.1525	0.0083	-0.0145	-0.0017
Si	12.2012	4.1149	4.4137	-0.0458	0.0357	-0.0243
Si	9.5788	6.9583	4.2492	-0.0449	-0.0333	-0.0039
Si	12.2792	9.6561	3.948	-0.0353	-0.0182	0.0003
Si	9.5226	12.1958	4.0419	0.0363	0.0056	-0.0206
Si	12.2996	15.0463	4.0889	0.0194	-0.0072	-0.0103
Si	14.9488	1.3591	4.1177	-0.0091	-0.0304	0.0283
Si	17.6489	4.0533	3.9943	-0.0358	-0.0124	-0.0213
Si	15.011	6.8103	4.1853	0.021	-0.0157	-0.0094
Si	17.7057	9.5959	4.2266	0.0107	-0.0389	-0.0418
Si	14.8639	12.2212	4.092	0.0371	0.0275	-0.0659
Si	17.6464	14.9002	4.404	0.0477	-0.038	-0.0524
Si	20.2894	1.3765	4.2489	0.0032	-0.061	-0.0023
Si	22.9744	4.121	4.1307	0.0025	0.0012	-0.0046
Si	20.3549	6.7447	3.992	0.0292	0.0279	-0.018
Si	23.0247	9.4461	3.9641	-0.0298	0.016	-0.0267
Si	20.3403	12.1592	4.0446	-0.0124	-0.0499	-0.0106
Si	23.1257	14.9512	3.94	0.023	-0.0242	0.014
Si	25.8062	1.4274	3.9041	0.008	-0.0185	0.0305
Si	28.5326	4.0573	3.9053	0.0197	-0.0088	0.0092
Si	25.8444	6.7168	4.2388	0.0201	-0.0312	-0.0294
Si	28.5667	9.525	4.0304	-0.0292	-0.0471	-0.0264
Si	25.8241	12.2079	3.83	0.0262	0.0241	-0.0079
Si	28.5631	14.9188	3.8221	0.0141	0.0143	0.0113
Si	29.9203	0.0048	5.2344	-0.0146	0.0005	-0.0258
Si	0.042	2.7167	5.4442	-0.032	-0.0233	-0.0004
Si	29.8633	5.3927	5.3674	-0.0176	-0.0153	-0.0024
Si	-0.0621	8.1055	5.4481	-0.0109	-0.0096	-0.015
Si	29.9305	10.907	5.3565	0.0007	0.0289	-0.0048
Si	0.032	13.586	5.3684	0.021	-0.0264	0.0225
Si	2.7262	-0.0248	5.4486	0.0147	0.0032	-0.002
Si	5.4714	2.6879	5.4498	0.0026	0.0098	-0.025
Si	2.7704	5.4689	5.4368	0.0055	0.0228	0.0236
Si	5.4955	8.1768	5.4504	0.0004	0.0306	0.0177
Si	2.7213	10.86	5.5591	0.0162	-0.0321	0.0053
Si	5.4859	13.615	5.5331	-0.0296	-0.0027	-0.0239
Si	8.1955	0.006	5.5474	0.0381	-0.0025	0.0022
Si	10.8262	2.6802	5.5948	-0.0192	-0.0125	0.0126
Si	8.2312	5.4966	5.5353	-0.0085	-0.0082	-0.0284
Si	10.9724	8.3266	5.4739	0.0765	0.0369	0.0238
Si	8.158	10.8763	5.4314	-0.004	-0.0241	-0.0166
Si	10.8976	13.6136	5.3858	0.0068	-0.0068	-0.028
Si	13.6092	0.0313	5.5195	-0.0188	0.018	-0.0015
Si	16.3115	2.7455	5.4418	0.0076	-0.0093	0.0156
Si	13.6376	5.5142	5.5946	-0.0021	0.0448	0.0071
Si	16.3424	8.1832	5.5248	0.005	-0.0392	-0.0062
Si	13.5606	10.8965	5.4781	-0.0264	-0.0419	0.019
Si	16.2103	13.5248	5.5647	0.0031	0.0089	-0.015
Si	19.0118	-0.0007	5.6266	-0.0079	0.0412	0.0314
Si	21.6978	2.7376	5.5181	-0.0222	0.0473	0.0356
Si	19.0226	5.3934	5.3899	0.0021	0.0013	0
Si	21.7272	8.0965	5.3944	-0.0072	-0.0115	0.0395
Si	19.0588	10.9107	5.5654	0.0307	-0.0035	0.0445
Si	21.7639	13.5717	5.3241	-0.0073	0.0146	-0.0037
Si	24.4955	0.0029	5.2975	0.0016	-0.0035	-0.0072
Si	27.1751	2.7238	5.3151	-0.0187	0.0303	0.0183
Si	24.4074	5.4005	5.5077	-0.0403	0.0244	0.0116
Si	27.2376	8.1602	5.4371	0.011	-0.0098	0.0302
Si	24.4306	10.8783	5.2536	0.0182	0.0188	0.0003
Si	27.1968	13.5727	5.2359	-0.0175	0.0282	0.0195
Si	31.2726	14.9794	6.6711	0.0109	0.0064	-0.0123
Si	1.3639	1.3352	6.8012	0.0178	-0.0043	0.0026
Si	31.26	4.0664	6.7463	-0.0063	0.0163	-0.0037
Si	1.3491	6.7791	6.7904	0.0248	0.0168	0.0108
Si	31.2484	9.5256	6.761	-0.0135	-0.0208	0.0083
Si	1.3394	12.2543	6.8196	-0.0097	0.0141	0.0207
Si	4.0875	14.9684	6.8389	-0.0166	-0.0008	0.01
Si	6.8159	1.3748	6.859	-0.0195	0.0073	0.0138
Si	4.1022	4.0711	6.7941	-0.0017	-0.0113	-0.0179
Si	6.8219	6.825	6.8482	-0.0089	0.0036	0.0082
Si	4.1118	9.4923	6.8439	0.0009	-0.0082	0.0077
Si	6.8391	12.2314	6.843	0.0161	0.0061	-0.0019
Si	9.5619	14.9332	6.8328	0.02	-0.0237	0.0047
Si	12.2474	1.3571	6.8969	0.0012	-0.001	0.007
Si	9.5191	4.1017	6.9101	0.01	0.014	0.0076
Si	12.2605	6.9038	6.8697	-0.0197	0.0162	-0.0006
Si	9.5355	9.5814	6.8385	0.0131	0.0008	-0.0145
Si	12.2183	12.2755	6.8193	-0.0044	0.0264	0.0123
Si	14.9215	14.9641	6.8876	0.0038	-0.0352	0.006
Si	17.6388	1.4053	6.8806	-0.0211	-0.0061	-0.0051
Si	14.9955	4.0954	6.8673	-0.0056	-0.0349	0.0017
Si	17.7186	6.7863	6.8094	0.0055	-0.0256	0.0052
Si	14.9416	9.5369	6.8401	0.0047	0.0099	0.0007
Si	17.6494	12.2288	6.8935	-0.0066	-0.0036	-0.0039
Si	20.4483	14.9124	6.8064	0.0077	-0.0202	-0.0179
Si	23.1375	1.3337	6.7421	0.0227	-0.0284	-0.0274
Si	20.358	4.1044	6.8483	-0.0023	0.0032	0.0121
Si	23.083	6.8059	6.8231	-0.013	0.0023	-0.0087
Si	20.4285	9.4843	6.8126	0.0057	-0.002	-0.0035
Si	23.1266	12.2256	6.6985	-0.0189	-0.004	0.0075
Si	25.8509	14.9383	6.6512	0.0118	0.0154	-0.0127
Si	28.5468	1.3297	6.6532	-0.0047	0.0165	0.0024
Si	25.8309	4.0347	6.7658	0.0413	-0.0246	0.0131
Si	28.5685	6.7754	6.7778	-0.0135	0.0087	0.0104
Si	25.8047	9.5469	6.6904	-0.0228	-0.0189	-0.0042
Si	28.5436	12.2611	6.6851	-0.0164	0.0074	0.0075
Si	-0.0283	-0.0225	8.115	-0.0031	0.0047	-0.003
Si	2.7244	2.7138	8.1487	0.0036	-0.0043	-0.0095
Si	-0.0199	5.4165	8.1317	-0.012	0.0115	-0.0019
Si	2.7113	8.1389	8.1614	-0.0051	-0.0032	0.0031
Si	-0.0275	10.8726	8.1387	0.0024	0.0038	0.0036
Si	2.7101	13.6052	8.1742	0.0038	-0.0053	0.0042
Si	5.4451	0.0084	8.1951	0.0107	-0.0157	0.0021
Si	8.1456	2.7408	8.2348	0.0031	0.0004	-0.0018
Si	5.4454	5.44	8.1723	0.0032	0.0044	-0.0083
Si	8.1938	8.183	8.1904	-0.0111	-0.0195	-0.0019
Si	5.4611	10.8737	8.1882	-0.0081	-0.0128	-0.0024
Si	8.1916	13.5926	8.1995	0.0016	0.0016	0.0002
Si	10.8914	-0.0222	8.2222	0.0222	-0.0077	-0.0011
Si	13.6203	2.7366	8.2168	-0.0158	0.016	0.0059
Si	10.9097	5.4852	8.2026	0.0007	0.0038	-0.0002
Si	13.6186	8.207	8.2467	-0.0072	-0.0096	-0.0091
Si	10.8757	10.9317	8.2094	-0.0066	0.0038	-0.0096
Si	13.5683	13.6054	8.2239	-0.0057	0.0083	0.0062
Si	16.2999	0.0145	8.2187	0.0078	0.0079	0.0042
Si	19.0243	2.7438	8.2192	-0.0087	0.0014	0.0079
Si	16.363	5.4516	8.2061	-0.0121	0.0168	-0.0119
Si	19.064	8.1439	8.1824	0.0137	0.0001	0.0033
Si	16.3054	10.8658	8.2264	0.0121	-0.0168	0.008
Si	19.0505	13.6039	8.1848	-0.0088	0.0233	0.0068
Si	21.7975	-0.0204	8.1384	-0.0021	-0.0056	0.0018
Si	24.4864	2.6761	8.131	0.0012	0.0221	0.0056
Si	21.7394	5.4507	8.1896	-0.0044	-0.0002	0.0151
Si	24.4767	8.1903	8.1142	0.0128	-0.0031	0.0053
Si	21.7947	10.8775	8.1239	0.0004	-0.0084	-0.0002
Si	24.4903	13.5959	8.0568	0.0084	0.0048	-0.0107
Si	27.1978	-0.0227	8.0464	0.0083	-0.0175	-0.0038
Si	29.8905	2.6846	8.0728	0.011	-0.0112	-0.0104
Si	27.1822	5.4224	8.1162	-0.0184	0.0218	0.0125
Si	29.9099	8.1541	8.131	0.0091	-0.0111	0.0124
Si	27.1798	10.8949	8.0618	0.0072	0.0061	-0.0029
Si	29.9106	13.6146	8.0542	-0.0012	0.008	0.0001
Si	-1.3498	1.3142	20.4092	-0.0102	-0.0102	0.0116
Si	1.3502	4.018	20.3948	0.0222	-0.0003	0.0039
Si	-1.3742	6.7446	20.3488	0	0.0052	-0.0094
Si	1.3406	9.4938	20.3688	-0.0209	0.017	-0.0033
Si	-1.3542	12.2171	20.3704	0.0124	-0.0001	-0.0071
Si	1.3829	-1.3672	20.3407	0.0003	-0.0253	-0.0031
Si	4.0771	1.3551	20.3784	0.0024	0.0117	0.0023
Si	6.7842	4.1006	20.3838	-0.0206	0.0063	0.0036
Si	4.0787	6.7559	20.3952	0.0036	-0.0123	0.005
Si	6.8089	9.4865	20.3818	-0.0045	0.0139	-0.0024
Si	4.0714	12.2095	20.3219	0.003	-0.0029	-0.0119
Si	6.7782	-1.3724	20.339	-0.0001	0.0031	0.001
Si	9.5289	1.3929	20.3204	0.0095	-0.0111	-0.0082
Si	12.2598	4.1491	20.3914	0.005	-0.0085	-0.0047
Si	9.5221	6.8211	20.4268	0.0224	-0.009	0.0108
Si	12.2154	9.5524	20.4322	-0.0086	0.0166	0.0012
Si	9.5223	12.2114	20.3931	-0.01	-0.0048	-0.0023
Si	12.2806	-1.3611	20.407	0.0192	-0.0049	-0.0009
Si	15.0004	1.4037	20.409	-0.0055	0.0032	-0.0155
Si	17.7121	4.0971	20.4181	0.0127	-0.0198	-0.0043
Si	14.963	6.8762	20.4117	-0.0358	0.0144	-0.0008
Si	17.6674	9.5716	20.4464	0.0089	0.0103	-0.0002
Si	14.9502	12.2826	20.4513	0.0237	-0.0015	0.0063
Si	17.6764	-1.3149	20.4374	0.0016	-0.0025	0.0004
Si	20.3991	1.3683	20.4307	0.0075	-0.0108	-0.0089
Si	23.112	4.0934	20.409	-0.0238	0.0186	-0.0062
Si	20.3899	6.8104	20.4265	0.0104	0.001	-0.0142
Si	23.1149	9.5165	20.4085	0.0295	-0.0269	0.0004
Si	20.3742	12.2658	20.444	0.004	0.0047	0.007
Si	23.1173	-1.343	20.4303	-0.009	0.0132	-0.0076
Si	25.8542	1.3411	20.4075	0.0086	-0.0085	0.0005
Si	28.5436	4.0234	20.3637	0.0005	0.0051	-0.0064
Si	25.8087	6.7672	20.3637	-0.0015	-0.0088	-0.0094
Si	28.536	9.5046	20.3557	-0.0052	0.0017	-0.0079
Si	25.8609	12.2529	20.4198	-0.0159	0.0087	0.0055
Si	28.6103	-1.3756	20.4035	0.0027	-0.0173	-0.0099
Si	29.9654	-0.0486	21.8127	0.0093	-0.0133	0.0132
Si	0.0291	2.6321	21.7874	0.0032	0.0056	0.0162
Si	29.916	5.3632	21.6966	-0.0021	-0.0031	-0.0094
Si	-0.0241	8.1037	21.6996	-0.0048	-0.011	-0.0024
Si	29.9086	10.8482	21.7089	-0.0076	0.0018	0.0079
Si	0.0423	13.5886	21.6876	-0.0101	-0.0034	-0.0089
Si	2.7395	-0.0322	21.7289	0.0209	0.0055	0.013
Si	5.4397	2.7214	21.7377	0.0067	-0.0045	0.003
Si	2.7077	5.3814	21.7458	-0.0021	0.0053	-0.0008
Si	5.4629	8.1125	21.7415	0.0004	0.0008	0.0075
Si	2.7321	10.8564	21.693	0.0121	0.0118	-0.0132
Si	5.4219	13.5579	21.6781	-0.0027	0.0033	-0.0129
Si	8.1431	0.036	21.628	-0.0047	0.0086	-0.0194
Si	10.8824	2.7567	21.6752	-0.0001	0.0223	-0.0149
Si	8.129	5.4653	21.7599	-0.0014	-0.0042	0.0219
Si	10.8649	8.1922	21.8151	-0.0148	0.0067	0.0126
Si	8.1698	10.8291	21.7567	0.0232	-0.0095	-0.0009
Si	10.91	13.5636	21.7283	0.0117	-0.0136	0.0107
Si	13.6517	0.0293	21.7459	0.0051	-0.0131	0.001
Si	16.3606	2.7564	21.7925	-0.0159	-0.0038	0.0047
Si	13.5954	5.5418	21.7657	-0.0115	0.015	-0.0142
Si	16.2981	8.2284	21.8092	-0.007	-0.0077	-0.0107
Si	13.5528	10.9324	21.7972	-0.0266	-0.0088	0.0078
Si	16.3155	13.6598	21.8086	-0.0247	-0.0008	-0.0043
Si	19.0141	0.0506	21.8188	0.024	0.0299	0.0021
Si	21.7556	2.7395	21.7741	0.0051	-0.0033	0.0011
Si	19.0433	5.4504	21.8089	-0.0011	0.0183	0.0118
Si	21.7467	8.1669	21.7801	-0.0212	0.0029	-0.0057
Si	18.9894	10.9468	21.8342	-0.0079	-0.0198	-0.0045
Si	21.7189	13.6503	21.7891	-0.0021	0.0078	-0.0059
Si	24.504	-0.0023	21.788	-0.028	-0.0141	0.0083
Si	27.2238	2.6749	21.7777	0.0032	0.0068	0.0073
Si	24.4777	5.4292	21.7797	0.0091	0.0116	0.0052
Si	27.1583	8.1372	21.6874	0.0248	0.0084	-0.0106
Si	24.4693	10.8961	21.7514	0.0037	0.0031	-0.0024
Si	27.2744	13.5922	21.7767	0.0227	0.0107	0.0083
Si	-1.2478	-1.4206	23.1385	-0.0068	0.0083	-0.0341
Si	1.3961	1.2458	23.1719	0.0114	-0.0078	0.0385
Si	-1.3697	4.0108	23.0802	-0.0226	0.006	0.0131
Si	1.3223	6.7446	23.0664	0.0047	0.0092	-0.0278
Si	-1.4203	9.434	23.0354	-0.0208	0.0034	-0.0042
Si	1.4067	12.2511	23.0315	0.0047	0.0117	0.0295
Si	4.1196	-1.3919	23.0617	0.0224	-0.0218	0.0003
Si	6.8191	1.3442	23.0541	0.0078	0.0109	-0.0169
Si	4.0756	4.0445	23.1289	0.0066	-0.0034	0.0079
Si	6.8266	6.8321	23.1937	0.0085	-0.0035	0.0353
Si	4.054	9.4528	23.0355	-0.0496	0.005	0.001
Si	6.7581	12.1857	23.0246	0.0003	-0.0056	0.0027
Si	9.5214	-1.3177	22.9127	-0.0163	0.0303	-0.0273
Si	12.2866	1.4438	23.0041	0.016	-0.0186	0.003
Si	9.4817	4.0477	23.0397	0.0425	-0.0491	-0.0057
Si	12.2297	6.8583	23.1893	0.0091	-0.0002	0.0338
Si	9.4969	9.5141	23.225	-0.0058	-0.003	-0.0257
Si	12.2008	12.2457	23.2282	-0.0173	-0.0223	0.0022
Si	14.9856	-1.2901	23.1883	0.0223	0.014	-0.0033
Si	17.6707	1.4005	23.2324	-0.0077	0	0.0019
Si	15.0283	4.2204	23.0577	0.0115	0.0284	-0.0094
Si	17.6671	6.845	23.1349	-0.0197	0.0149	0.002
Si	14.9122	9.6033	23.1613	0.0273	0.0136	-0.0157
Si	17.6311	12.3339	23.2325	0.0195	-0.023	-0.0005
Si	20.3468	-1.3175	23.1842	-0.0135	-0.0493	0.0062
Si	23.1387	1.3952	23.1199	0.0001	-0.01	0.0008
Si	20.3838	4.054	23.1777	0.0302	0.0079	0.0119
Si	23.0992	6.7897	23.1389	0.023	0.0078	-0.0049
Si	20.3775	9.5525	23.1207	0.0238	-0.0083	-0.0125
Si	23.096	12.2773	23.0937	0.0048	-0.0013	0.0046
Si	25.9279	-1.3475	23.1207	-0.01	0.0098	0.0032
Si	28.6007	1.3287	23.1672	-0.0158	0.0079	0.0029
Si	25.8351	4.0248	23.1224	-0.0229	0.0004	-0.0295
Si	28.5084	6.7266	22.9795	-0.0156	-0.019	-0.0202
Si	25.8397	9.5117	23.0721	-0.0431	-0.025	0.0141
Si	28.6391	12.2157	23.1463	0.0142	0.0142	-0.0053
Si	0.1004	-0.1528	24.6158	0.0132	-0.0336	0.0125
Si	2.7809	2.6098	24.4987	0.0572	0.0246	-0.0034
Si	-0.0491	5.3928	24.4164	0.0142	0.0445	-0.0155
Si	2.6908	8.0998	24.3991	0.026	-0.0492	-0.0249
Si	0.0114	10.8276	24.2446	-0.0011	0.0018	0.0128
Si	2.7581	13.6117	24.4422	-0.0279	-0.0151	0.0159
Si	5.531	-0.0706	24.4032	0.029	0.0133	-0.0275
Si	8.1689	2.6749	24.4368	0.0083	0.0491	-0.0446
Si	5.4249	5.446	24.4765	-0.0503	-0.0043	0.0123
Si	8.1671	8.1747	24.6812	-0.0108	0.0055	0.0493
Si	5.4118	10.7838	24.3834	0.0105	0.0264	0.0026
Si	8.1676	13.6264	24.203	0.0057	0.0241	-0.0083
Si	10.8728	0.0549	24.2308	0.042	-0.0175	0.0038
Si	13.6622	2.8558	24.3061	0.0037	0.0168	0.0297
Si	10.78	5.4223	24.3922	-0.0205	0.0133	0.0063
Si	13.606	8.2544	24.5739	-0.0199	-0.0028	0.0175
Si	10.8434	10.8438	24.6393	-0.0241	-0.052	0.0275
Si	13.5641	13.704	24.5073	-0.0294	-0.0025	-0.0257
Si	16.3346	0.0383	24.64	-0.0069	-0.0561	0.0101
Si	19.0036	2.7705	24.6269	0.0087	0.0035	0.0232
Si	16.3139	5.5389	24.5494	-0.0329	-0.0475	-0.0149
Si	19.0274	8.1893	24.4752	0.0042	0.0058	0.016
Si	16.1803	11.0185	24.5616	-0.0249	0.0269	0.0165
Si	18.9699	13.7096	24.6391	-0.007	0.0277	0.001
Si	21.7439	0.0761	24.4504	-0.0059	0.0714	-0.0053
Si	24.518	2.6752	24.5448	-0.0043	-0.0198	-0.0221
Si	21.8017	5.358	24.5141	0.0488	0.0183	-0.0158
Si	24.4123	8.2409	24.4474	0.0054	0.0205	-0.0298
Si	21.6708	10.985	24.4542	-0.0273	-0.0016	-0.0405
Si	24.5579	13.5744	24.3937	0.0019	-0.0038	-0.0299
Si	27.243	0.0036	24.5675	-0.0298	-0.0188	-0.0208
Si	30.0006	2.6555	24.5287	-0.0092	-0.0432	-0.0023
Si	27.2035	5.4078	24.4059	0.0359	-0.0104	0.0258
Si	29.8112	8.0413	24.3614	-0.0126	0.0041	-0.0188
Si	27.244	10.8187	24.4332	-0.0104	-0.005	-0.0157
Si	30.0993	13.5194	24.5104	-0.0026	-0.0225	-0.0071
Si	-1.2298	1.2809	25.9238	-0.0474	0.039	0.0245
Si	1.3278	4.0103	25.708	0.0257	-0.0123	0.0138
Si	-1.4654	6.7323	25.7473	0.0216	-0.045	0.0021
Si	1.299	9.4937	25.6423	-0.0183	0.0221	-0.0263
Si	-1.1748	12.0541	25.8274	0.0239	0.0541	0.0324
Si	1.4963	-1.5154	26.0646	-0.021	-0.0132	0.0708
Si	4.1958	1.1868	25.8201	0.005	0.0222	0.0734
Si	6.8052	4.0461	25.7568	0.0081	-0.0821	0.0054
Si	4.0524	6.8302	25.8206	-0.0286	0.0115	0.0033
Si	6.6951	9.5961	25.9662	0.037	-0.0122	0.025
Si	4.0851	12.1689	25.6997	0.0118	-0.0147	-0.0411
Si	6.9302	-1.4358	25.718	-0.0248	0.0162	0.0766
Si	9.58	1.2908	25.7157	0.0007	-0.0487	0.1058
Si	12.233	4.1194	25.6485	0.0083	-0.0061	-0.0462
Si	9.5505	6.6755	25.964	-0.007	-0.017	0.0734
Si	12.2373	9.4947	26.0775	-0.0209	0.0448	0.0103
Si	9.4115	12.3955	25.7033	-0.0272	0.0124	0.0286
Si	12.1432	-1.2059	25.7173	0.0416	-0.0111	0.0461
Si	14.9331	1.5517	25.7627	0.046	0.0353	0.0472
Si	17.6389	4.2179	25.9871	0.0109	0.01	0.0844
Si	14.9712	6.8901	25.9558	0.0041	-0.0168	-0.008
Si	17.6174	9.6119	25.7482	0.0336	-0.0056	-0.0137
Si	14.7981	12.4172	26.0065	0.0351	-0.0297	0.0252
Si	17.651	-1.2916	26.169	0.0053	0.0671	-0.0012
Si	20.4014	1.362	25.9303	-0.0215	-0.0423	-0.0097
Si	23.1566	3.9887	25.9461	-0.003	0.0017	0.0062
Si	20.4045	6.7437	25.766	-0.0131	0.0415	0.0603
Si	23.0282	9.6691	25.7925	0.0285	-0.0636	0.0319
Si	20.3627	12.3203	25.9183	0.0349	-0.035	-0.0318
Si	23.2386	-1.2734	25.6208	0.0878	-0.0458	0.0089
Si	25.8876	1.3909	25.9998	0.048	-0.0364	-0.0192
Si	28.5967	4.0726	25.7887	-0.004	0.0621	0.0099
Si	25.7752	6.7891	25.6736	-0.034	-0.0314	0.0184
Si	28.5208	9.3901	25.8023	-0.0173	0.0447	0.0451
Si	25.8317	12.1221	25.7654	-0.019	0.0735	0.0574
Si	28.7323	-1.3833	25.7743	0.0404	-0.0022	0.0013
Si	29.9339	0.0135	27.2785	-0.3724	0.373	-0.2798
Si	0.1844	2.6663	27.2626	0.0087	-0.031	0.0247
Si	29.9004	5.4012	27.2397	-0.0029	0.0078	0.057
Si	-0.4991	8.5458	26.8393	-0.1224	0.2199	-0.4537
Si	30.4122	10.2404	26.9033	0.0196	0.0049	0.0449
Si	0.685	12.7781	27.1793	-0.0718	0.0099	-0.0115
Si	2.9949	-0.1565	27.3862	0.0107	-0.0464	0.0125
Si	5.5329	2.6399	27.1114	-0.3253	0.2131	-0.405
Si	2.6939	5.3442	27.0279	0.3976	-0.1532	-0.2908
Si	5.1865	8.2968	27.3008	-0.0248	0.0143	-0.0413
Si	2.4403	11.0558	26.9678	-0.0255	-0.0039	0.1241
Si	5.7328	13.2648	26.9571	0.0436	-0.0777	0.049
Si	8.7602	-0.534	26.9969	0.1419	-0.2409	-0.5902
Si	11.3021	2.3669	26.8968	0.1498	-0.1585	-0.4967
Si	8.0004	5.3584	27.2649	-0.175	0.3753	-0.4206
Si	11.4483	7.4861	27.1787	0.0339	-0.06	0.0255
Si	7.5381	11.6005	26.9676	-0.0519	0.0594	0.0088
Si	10.526	14.0419	27.0186	-0.0087	0.0423	0.0204
Si	13.0486	0.6673	26.8102	-0.0385	0.0005	-0.0689
Si	16.1543	2.9059	27.295	-0.3786	0.362	-0.3346
Si	13.2061	5.7409	27.0397	-0.1328	0.2686	-0.4122
Si	16.3379	8.3539	27.2651	-0.0131	-0.0311	0.0025
Si	13.3708	11.1286	27.4187	-0.1266	0.0466	-0.0381
Si	16.1691	13.6983	27.5196	-0.041	-0.036	0.1084
Si	19.2347	-0.0237	27.4821	0.0542	0.0086	0.0201
Si	21.7722	2.655	27.3443	0.0298	-0.0041	0.0072
Si	19.0802	5.5786	27.3324	0.0136	-0.027	-0.0175
Si	21.6712	8.2139	27.0306	0.0044	0.0347	-0.0668
Si	18.8738	10.9616	27.1897	-0.0731	0.0872	0.0775
Si	21.9804	13.6883	26.9646	-0.0805	-0.0118	0.0336
Si	24.4058	0.0061	27.2218	-0.088	0.0362	0.0684
Si	27.2234	2.8948	27.2839	-0.0051	-0.0078	0.0425
Si	24.4749	5.5069	27.1589	0.0218	0.0008	0.0274
Si	27.0591	8.0714	27.1423	-0.0208	-0.0196	0.0727
Si	24.453	10.8676	27.2668	-0.043	-0.0937	0.0259
Si	27.4005	13.4174	26.92	-0.0765	0.028	-0.6734
Si	-1.9887	-1.6381	29.7488	0.0316	-0.0868	-0.0921
Si	2.1946	1.9272	28.4526	0.101	-0.0198	-0.6155
Si	-1.4703	3.817	28.5269	0.0694	0.1542	-0.6575
Si	1.1801	7.311	28.9984	-0.0917	0.103	-0.0498
Si	30.3204	10.372	29.201	-0.0081	-0.0064	-0.7393
Si	0.0163	12.4546	29.4088	0.1058	0.0939	-0.7319
Si	4.6782	-1.5873	28.5498	-0.2961	-0.2025	-0.6819
Si	6.9565	0.6367	29.0744	-0.0314	0.0595	-0.0217
Si	3.8496	3.7235	28.2697	-0.0284	-0.0707	-0.029
Si	6.4555	6.6792	28.5011	-0.0236	-0.0765	-0.0764
Si	3.45	9.5351	28.5683	0.2881	0.3503	-0.1625
Si	8.6494	11.7581	28.9613	-0.3245	0.0813	-0.4647
Si	11.5109	12.4427	28.568	0.4039	0.2163	-0.6463
Si	13.5285	0.7728	29.0181	-0.0559	-0.002	-0.4929
Si	9.9717	3.9643	29.2359	0.0209	-0.0573	-0.1601
Si	10.8739	6.9961	29.3773	0.0821	0.1605	-0.5218
Si	7.1436	10.2123	31.17	-0.0415	-0.0009	0.0397
Si	12.7881	13.631	31.1266	0.0687	0.0047	0.0047
Si	15.2943	-1.6357	29.565	0.1779	-0.1634	-0.6062
Si	18.4092	1.5381	29.0555	0.299	-0.3393	-0.4217
Si	14.6117	3.7112	28.894	0.2433	-0.1025	-0.5865
Si	18.2205	7.499	28.5173	-0.0542	0.0147	0.0345
Si	15.2778	10.1113	28.4591	0.2196	0.3706	-0.5232
Si	17.0897	11.7851	28.6053	-0.0892	-0.1502	-0.4674
Si	21.0813	-1.1027	28.5008	0.0021	-0.0031	0.005
Si	22.6629	0.7858	28.5529	-0.2544	-0.1183	-0.5353
Si	20.3522	4.006	28.6416	0.0576	0.1162	-0.5843
Si	23.2767	7.1334	28.3457	-0.0695	-0.0535	0.0623
Si	19.9291	9.2071	28.2723	0.0246	0.0225	-0.0954
Si	23.705	12.8769	28.3607	0.1841	-0.074	-0.4642
Si	25.2821	-1.6624	28.6326	-0.7326	-0.0268	-0.3076
Si	28.8131	1.7087	28.5641	-0.0751	-0.1424	-0.6774
Si	26.2953	4.7701	28.4746	-0.0016	0.0625	0.0196
Si	28.0659	6.3971	28.418	-0.109	-0.2273	-0.5932
Si	25.1196	8.812	28.3206	-0.0103	-0.0734	-0.614
Si	28.3998	12.497	29.4896	-0.0896	0.0696	-0.0786
Si	22.9657	7.4331	32.7951	-0.5107	0.1463	0.1655
Si	-2.5495	7.8079	33.3941	-0.0029	0.0761	0.0829
Si	4.7806	3.117	35.5634	0.0221	-0.015	0.1829
Si	5.0082	5.1309	29.7901	0.1474	-0.1926	-0.5249
Si	6.6251	5.6619	32.0265	-0.1191	-0.1805	-0.0264
Si	29.6639	7.6941	30.6411	-0.171	-0.0005	-0.0045
Si	6.7882	-0.1096	31.8871	0.0675	-0.0484	-0.0037
Si	3.8704	-1.6564	34.2454	-0.0834	-0.0614	0.0167
Si	27.0652	5.025	35.8667	-0.0855	0.0012	0.0062
Si	7.9079	7.4469	30.1619	-0.3036	0.0358	-0.4758
Si	4.148	10.0911	30.7455	-0.1003	-0.0793	-0.6917
Si	18.3885	-2.548	34.045	-0.056	-0.0204	-0.0039
Si	4.0212	7.074	31.7378	-0.038	-0.1086	-0.034
Si	21.444	13.4569	30.0648	-0.1892	0.3784	-0.3841
Si	11.1649	-0.8564	38.2675	-0.0281	0.0849	0.2359
Si	15.1418	9.359	38.0968	-0.4697	0.2234	0.5884
Si	8.8465	-2.3102	30.9734	-0.08	-0.0497	0.1509
Si	10.3546	8.7535	33.2994	-0.0953	0.0257	-0.0061
Si	13.7733	11.2278	35.8798	0.05	-0.1266	0.0652
Si	18.9619	7.1575	30.712	-0.3774	0.1133	-0.5521
Si	15.7903	3.8134	31.7268	-0.0087	-0.0307	-0.0652
Si	16.7052	-0.0747	34.5421	0.1233	0.1599	0.08
Si	11.1061	9.6838	36.1838	-0.2989	0.2078	0.2269
Si	19.744	7.5141	36.6684	0.0541	0.0768	0.0219
Si	17.6792	9.2569	32.7484	0.0106	-0.0044	-0.0172
Si	16.1346	1.0822	37.2502	0.0902	-0.1395	0.0905
Si	21.0614	13.5614	33.1646	0.0203	-0.1755	-0.0333
Si	21.504	2.5847	35.9766	-0.0315	0.0526	0.0636
Si	21.9473	10.7023	36.1668	0.016	0.0852	0.0135
Si	19.9882	2.9311	33.5012	0.142	-0.004	-0.0034
Si	0.4124	3.0435	38.3581	0.4664	0.5997	0.3523
Si	23.8524	11.0729	38.3374	-0.1848	0.5059	0.1819
Si	20.2867	10.4579	32.954	0.2068	-0.4025	0.3821
Si	26.9292	11.3362	34.4851	-0.4723	0.3595	0.5688
Si	26.4085	-2.4558	31.2438	0.0446	0.111	-0.0661
Si	3.9221	-1.361	31.3786	0.1405	-0.1008	0.0027
Si	29.3705	0.0223	38.275	-0.3329	0.3971	0.5132
Si	29.7174	4.8809	34.2827	-0.0274	-0.0447	0.0111
Si	29.3326	1.9131	33.3421	0.0149	0.0451	0.0287
Si	0.3864	12.5062	38.5909	0.3426	-0.5361	0.2831
Si	5.1611	2.6311	38.472	-0.3681	0.1823	0.574
Si	27.2469	1.7058	31.182	-0.0756	0.088	-0.1194
Si	28.9177	9.3457	35.8856	0.0561	-0.0063	0.0289
Si	-0.013	4.7985	33.9082	-0.0647	0.074	-0.1003
Si	7.4823	4.8081	38.5792	-0.3636	0.5832	0.4367
Si	12.9937	4.1792	32.8523	-0.0176	0.0798	0.104
Si	9.2458	10.7195	37.0621	0.3589	-0.2042	-0.1177
Si	1.6079	11.301	31.71	-0.1561	-0.1512	0.0593
Si	1.7853	0.8648	31.2788	0.048	-0.0758	0.1359
Si	12.715	7.2168	31.859	-0.0754	-0.026	-0.018
Si	10.4987	2.5907	31.8772	-0.0089	0.0601	-0.082
Si	2.484	12.8777	36.388	0.1175	-0.0232	0.0641
Si	0.2243	9.2715	33.3568	-0.1012	0.0049	-0.0367
Si	14.8142	9.2702	31.4508	0.1027	-0.0327	0.0872
Si	11.2369	-0.2927	30.8807	0.0113	0.0135	0.0117
Si	21.2095	4.9819	37.8538	0.0624	0.0204	0.1758
Si	17.2808	7.3815	35.0328	-0.0569	-0.0438	0.0368
Si	24.9946	5.3331	33.4152	0.0647	0.0123	-0.029
Si	17.8309	10.8771	38.7436	0.2241	-0.0599	0.6186
Si	25.8208	4.2473	30.7017	0.074	0.2832	-0.5027
Si	14.6142	3.8027	37.8271	-0.237	-0.013	0.6368
Si	22.9448	2.8798	33.4972	-0.0881	-0.0185	-0.0555
Si	26.5451	2.9156	38.1138	0.0443	0.1282	-0.0016
Si	23.3151	12.9192	34.6947	0.0902	0.098	0.0068
Si	19.3605	12.1633	36.3722	0.08	0.0455	0.0402
Si	21.8613	6.2918	30.19	0.4721	0.2472	-0.4817
Si	22.3462	0.5204	37.9911	-0.0979	0.1435	0.7253
Si	21.0672	10.4077	29.904	-0.3343	-0.1864	-0.2805
Si	25.3129	0.0631	37.5449	-0.0753	-0.1497	0.1158
Si	23.9221	9.6585	30.7238	0.0002	-0.0961	0.0391
Si	-2.2028	10.7742	38.1017	0.0309	-0.0241	0.2388
Si	-1.1381	0.1642	31.989	-0.039	-0.0746	0.115
Si	-1.4051	-1.8743	34.1572	0.0206	-0.0349	0.0325
Si	1.7674	4.9587	38.434	-0.4749	-0.4884	0.0953
Si	-2.1282	0.5979	35.6569	0.0033	-0.014	0.1004
Si	-0.5163	5.6786	30.8648	0.1045	0.016	-0.1232
Si	28.3201	-2.3561	33.5022	-0.12	-0.018	-0.0125
Si	25.7419	12.4839	36.1332	0.1059	-0.5027	-0.39
Si	0.5254	11.9738	34.3646	-0.0841	-0.0022	0.005
Si	7.0817	1.1626	34.8496	-0.0867	-0.094	-0.1592
Si	0.4493	2.2411	35.337	0.0308	0.049	0.0537
Si	12.6034	2.9874	35.6212	0.0405	0.003	0.1004
Si	2.106	7.0381	34.1323	0.0097	0.0092	-0.0555
Si	3.7407	5.8266	36.3284	-0.014	-0.0081	0.0083
Si	10.0021	1.8168	34.6898	0.1197	0.0473	-0.0433
Si	18.0557	5.3121	32.8533	-0.0122	0.0278	-0.1411
Si	6.4848	-1.6737	35.7145	-0.005	-0.0282	0.041
Si	9.2378	13.1366	35.4501	-0.0681	0.0572	0.1026
Si	7.4884	8.5581	36.403	-0.0383	-0.0964	-0.0763
Si	5.197	7.7479	38.3929	0.326	-0.2771	0.5141
Si	9.1218	11.4795	32.8396	-0.0107	0.0243	-0.1606
Si	14.8588	6.6319	36.6734	-0.0891	0.0896	-0.0036
Si	8.2098	6.829	34.0822	-0.0172	0.0821	-0.0228
Si	9.2413	6.2847	36.6408	0.037	0.0271	0.1198
Si	14.284	11.7682	32.8531	0.0737	0.0688	0.0526
Si	12.0493	6.9861	37.3444	0.0068	-0.0118	-0.0459
Si	13.299	13.2014	38.0493	0.0337	-0.1784	0.2421
Si	17.8867	1.3943	31.9979	0.0063	0.0334	0.0136
Si	2.8701	1.2988	34.1564	0.0423	-0.1789	-0.005
Si	16.864	13.0379	31.4168	-0.0056	-0.1136	-0.1452
Si	13.991	0.1925	35.5231	-0.0122	0.0269	0.1408
Si	11.1363	-0.7633	35.4336	-0.0699	0.0226	-0.017
Si	20.8269	-2.1982	38.1294	-0.0039	-0.0298	-0.0052
Si	27.3199	-1.3904	36.2335	0.0756	-0.0692	0.004
Si	27.3173	7.3749	37.7921	-0.0705	0.0213	-0.0429
Si	24.894	11.7061	32.5826	0.0764	0.0436	0.0086
Si	5.0441	13.104	38.0188	-0.015	-0.1338	0.0535
Si	24.2614	1.7614	31.1033	0.0265	0.0225	-0.0918
Si	31.2523	1.347	9.464	-0.0083	-0.0068	0.0069
Si	1.3437	4.0639	9.4972	-0.0107	-0.0083	0.0022
Si	31.2738	6.7947	9.4898	0.0166	0.0189	0.0003
Si	1.3458	9.5173	9.4989	0.0057	-0.0072	-0.0033
Si	31.2434	12.2481	9.463	0.005	-0.0016	-0.0047
Si	1.3324	14.9591	9.5068	-0.0007	-0.0034	0.0017
Si	4.0742	1.3664	9.5332	0.0092	0.0176	0.0041
Si	6.7859	4.0989	9.5682	-0.0035	-0.0089	0.0086
Si	4.0676	6.786	9.5251	-0.0182	-0.0152	-0.0007
Si	6.8154	9.5224	9.5505	0.0136	0.0157	-0.002
Si	4.0781	12.2371	9.5234	0.003	0.0119	-0.0085
Si	6.8127	14.9605	9.5364	-0.0069	0.0027	0.0008
Si	9.5255	1.362	9.5551	-0.0031	0.0032	-0.0068
Si	12.2621	4.11	9.5568	0.0181	0.0196	0.0089
Si	9.5336	6.8195	9.5611	0	0.0001	0.0004
Si	12.2399	9.5651	9.57	0.0041	0.0017	0.0024
Si	9.5271	12.2588	9.5886	0.004	0.0074	0.0093
Si	12.2378	14.9608	9.5988	-0.0209	-0.0115	0.005
Si	14.9587	1.3719	9.5851	-0.009	-0.0087	-0.0038
Si	17.6912	4.0992	9.59	0.013	-0.0033	-0.001
Si	14.9876	6.8132	9.5578	-0.001	0.002	0.0059
Si	17.6921	9.5021	9.5451	-0.0276	-0.0301	0.0021
Si	14.9558	12.2502	9.5652	-0.0057	-0.0004	-0.0077
Si	17.6992	14.9777	9.5447	0.0111	0.006	-0.0076
Si	20.4227	1.3484	9.5067	-0.0045	0.0018	-0.0132
Si	23.1272	4.06	9.4935	-0.0026	-0.0006	-0.0127
Si	20.4076	6.8054	9.565	0.0032	0.008	0.0108
Si	23.1389	9.5336	9.5072	-0.0057	0.0159	0.0097
Si	20.4196	12.2242	9.5066	-0.0014	-0.0285	-0.0081
Si	23.1518	14.937	9.4803	0.0179	-0.002	0.0043
Si	25.8558	1.3195	9.4664	-0.0112	-0.0144	0.0008
Si	28.5507	4.0556	9.4608	-0.0062	-0.0121	-0.0102
Si	25.8289	6.8029	9.4704	0.009	-0.0032	-0.0046
Si	28.5254	9.5239	9.4549	-0.0043	-0.0147	-0.0078
Si	25.8384	12.246	9.4495	-0.0043	0.0114	0.0039
Si	28.5533	14.9563	9.4382	0.0044	0.021	0.009
Si	29.8988	-0.013	10.8278	0.0008	-0.0011	0.0024
Si	-0.0248	2.7003	10.8404	0.0018	-0.0008	-0.0001
Si	29.9051	5.4225	10.8327	0.0053	0.0012	-0.0057
Si	-0.0123	8.1527	10.8562	0.008	-0.0103	0.0068
Si	29.8902	10.8781	10.8262	-0.0107	0.007	0.0006
Si	-0.0286	13.5854	10.8477	0.0036	0.0009	0.0026
Si	2.7005	-0.0035	10.8682	-0.0097	0.0048	-0.0009
Si	5.4269	2.7223	10.9034	-0.009	0.0092	0.0037
Si	2.6995	5.4244	10.8688	0.0069	0.0042	0.0023
Si	5.435	8.1514	10.88	0.0102	-0.0055	-0.0076
Si	2.7082	10.8714	10.8657	-0.002	-0.0047	-0.0034
Si	5.4406	13.5984	10.8821	0.001	-0.0103	-0.0017
Si	8.1619	0.0028	10.9071	0.0008	-0.0077	-0.0051
Si	10.8928	2.7341	10.8992	-0.0001	-0.0041	-0.0012
Si	8.1659	5.4534	10.9078	-0.0045	0.0003	-0.0014
Si	10.8912	8.1816	10.916	-0.0054	-0.0049	-0.0017
Si	8.1617	10.8835	10.9176	0.0089	-0.0004	-0.002
Si	10.881	13.6104	10.9496	0.0004	0.0044	0.0078
Si	13.6039	0.011	10.9358	0.0004	0.002	0.0026
Si	16.3286	2.7327	10.9306	-0.0062	0.0021	0.0029
Si	13.6242	5.4581	10.9166	-0.0027	-0.0125	0.0079
Si	16.3401	8.1633	10.923	0.018	-0.0046	0.003
Si	13.606	10.9021	10.9352	-0.0064	0.0161	0.002
Si	16.3364	13.6134	10.9016	-0.0089	0.0083	-0.0005
Si	19.0652	0.0112	10.8946	-0.0093	0.0031	0.003
Si	21.7744	2.7114	10.8723	0.0045	-0.0003	-0.0027
Si	19.056	5.4534	10.9332	-0.0051	0.0108	0.0071
Si	21.7796	8.1794	10.8855	-0.0088	-0.0013	0.0055
Si	19.0587	10.8778	10.8832	0.0057	0.0002	-0.0038
Si	21.7808	13.5939	10.8567	0.0009	0.0114	-0.0047
Si	24.4984	-0.0216	10.8483	0.0122	-0.0089	0.0115
Si	27.1966	2.6999	10.8322	0.0058	-0.0006	0.0005
Si	24.4787	5.4389	10.8464	-0.0021	0.0089	0.0006
Si	27.1873	8.1593	10.8383	-0.0106	0.0068	0.0023
Si	24.4958	10.8969	10.8529	-0.0017	-0.0096	0.0026
Si	27.1981	13.5992	10.8181	-0.0004	-0.0029	0.0021
Si	31.2544	14.9497	12.2015	-0.0046	0.0038	0.0005
Si	1.3354	1.3534	12.217	-0.0029	0.0054	0.0046
Si	31.2623	4.0668	12.2028	0.0016	0.0032	-0.002
Si	1.3433	6.792	12.2211	0.0002	0.0069	0.0013
Si	31.2544	9.5166	12.1985	0.0132	-0.0041	-0.0075
Si	1.338	12.2294	12.2145	0.0053	0.0009	-0.0002
Si	4.0687	14.9566	12.2279	0.0047	-0.0003	-0.0031
Si	6.7965	1.3627	12.2544	-0.0013	0.0055	-0.0024
Si	4.0585	4.0792	12.2429	-0.0063	-0.0121	0.0047
Si	6.7946	6.8059	12.2523	0.0021	-0.0001	0.004
Si	4.0688	9.5132	12.2295	-0.0064	0.007	-0.0009
Si	6.7934	12.2456	12.2569	-0.0011	0.0014	0.0029
Si	9.5167	14.9764	12.2827	0.0066	-0.0076	0.0024
Si	12.2439	1.3804	12.2773	0.0009	-0.0004	0.0006
Si	9.5285	4.0871	12.2583	-0.0031	-0.0032	0.0007
Si	12.2565	6.8172	12.2665	0.0107	0.0078	-0.0011
Si	9.5254	9.53	12.2718	-0.0063	0.0065	0.0013
Si	12.2514	12.2562	12.2936	-0.0082	0.0065	0.0024
Si	14.9817	14.9719	12.2718	-0.0026	0.005	0.001
Si	17.7055	1.3691	12.2641	0.0116	0.0061	-0.0001
Si	14.9723	4.0972	12.2834	-0.0014	0.0018	0.0008
Si	17.6946	6.812	12.2864	-0.0103	-0.004	0.0043
Si	14.977	9.5323	12.2716	-0.0039	-0.0096	-0.008
Si	17.7018	12.245	12.2484	-0.0008	-0.0062	-0.007
Si	20.4269	14.9558	12.2346	0.0024	-0.0046	-0.0053
Si	23.1392	1.3441	12.2182	0	-0.0063	-0.0065
Si	20.424	4.0735	12.2533	-0.0032	0.0022	-0.0027
Si	23.1304	6.7984	12.2296	-0.0045	-0.0001	-0.0025
Si	20.4143	9.5289	12.253	0.0004	-0.0077	0.0008
Si	23.1318	12.2422	12.2292	0.0007	-0.0037	0.0015
Si	25.8493	14.944	12.212	-0.0002	0.0062	0.0037
Si	28.55	1.3457	12.2028	0.0026	-0.0014	0.0024
Si	25.841	4.069	12.2	-0.0016	-0.0022	-0.0073
Si	28.5482	6.7893	12.1974	-0.0013	-0.0001	-0.0073
Si	25.838	9.5193	12.2142	0.0047	0.0022	0.0035
Si	28.5402	12.2344	12.1974	-0.0036	-0.0007	0
Si	-0.0227	-0.0155	13.5661	0.001	-0.0075	-0.0036
Si	2.6956	2.7107	13.5831	0.0005	0.0051	0.0004
Si	-0.0208	5.4267	13.5702	0.0082	-0.002	-0.0025
Si	2.7077	8.1478	13.5824	0.0086	-0.0116	-0.0002
Si	-0.02	10.8632	13.5715	-0.0024	0.0014	0.0009
Si	2.706	13.5864	13.5753	-0.0053	0.0009	0.0001
Si	5.4307	-0.0071	13.5954	-0.0035	-0.0001	-0.002
Si	8.1647	2.7218	13.61	-0.003	-0.0057	-0.0006
Si	5.4303	5.4362	13.595	-0.0064	0.0014	-0.005
Si	8.1564	8.1647	13.6096	0.0052	0.0003	-0.0056
Si	5.4278	10.8731	13.5939	0.008	-0.0029	-0.001
Si	8.1562	13.6026	13.6193	0.0011	0.0094	-0.0011
Si	10.8846	0.0175	13.632	-0.0109	0.0038	-0.0012
Si	13.61	2.7371	13.6336	-0.0021	0.0025	-0.0002
Si	10.8925	5.4484	13.6145	-0.0034	-0.0035	-0.0027
Si	13.6167	8.1734	13.6275	-0.0044	0.0006	0.0039
Si	10.8871	10.8876	13.6289	0.0107	-0.0008	-0.0032
Si	13.6189	13.6211	13.6341	0.0002	-0.0059	-0.0036
Si	16.3438	0.0137	13.6243	0.0014	-0.0002	-0.0016
Si	19.0614	2.7291	13.6232	0.0007	0.005	0.0052
Si	16.3333	5.4555	13.6405	0.0045	-0.0001	0.0056
Si	19.0553	8.1794	13.6274	-0.0046	-0.0028	0.0017
Si	16.3408	10.8959	13.6208	-0.0063	0.0009	0.0023
Si	19.0635	13.6063	13.6056	0.0018	0.0063	0.0021
Si	21.7815	-0.0027	13.5975	0.0013	0.0076	0.0046
Si	24.4889	2.7135	13.5781	-0.0018	0.0099	0.003
Si	21.7737	5.446	13.6046	0.0019	0.001	0.0014
Si	24.4819	8.1636	13.5893	-0.0025	0.0028	-0.003
Si	21.771	10.8928	13.6051	-0.0082	0.0021	-0.0028
Si	24.4877	13.6	13.5911	0.0023	0.0028	-0.0007
Si	27.1972	-0.0103	13.5749	0.0002	-0.0049	0.0015
Si	29.9066	2.7055	13.567	-0.0001	-0.001	-0.0003
Si	27.1932	5.4304	13.5692	0.0038	0.0021	0.0022
Si	29.9052	8.1482	13.5668	0.0033	0.0041	0.0007
Si	27.192	10.8775	13.5779	-0.0031	-0.0045	0.0007
Si	29.9002	13.5871	13.565	-0.0007	-0.0056	-0.0029
Si	31.2643	1.3438	14.9292	0.0019	0.0039	-0.0019
Si	1.3383	4.0718	14.9365	-0.0074	0.0036	0.0025
Si	31.2633	6.7846	14.9344	0.0064	-0.0083	-0.0028
Si	1.3418	9.5022	14.9378	0.0085	-0.0033	-0.0019
Si	31.26	12.2256	14.9268	-0.0017	0.0081	0.0001
Si	1.3421	14.947	14.9247	-0.0034	0.0073	-0.0021
Si	4.0627	1.3541	14.9383	-0.0056	0.0044	0.0045
Si	6.7949	4.0811	14.9532	0.0008	0.0012	0.0031
Si	4.0692	6.7929	14.9474	0.0032	0.0019	0.0041
Si	6.791	9.5204	14.9579	0.0008	0.0043	0.0039
Si	4.0653	12.23	14.9456	0.0007	-0.0012	-0.0006
Si	6.7954	14.9639	14.9656	-0.0048	-0.0097	0.0009
Si	9.5239	1.3743	14.9853	0.0031	0.0003	0.0013
Si	12.2511	4.0991	14.9882	0.0057	-0.0016	0.0052
Si	9.5244	6.809	14.9598	-0.0083	0.004	0.0018
Si	12.2541	9.5336	14.9788	-0.0066	0.0054	0.001
Si	9.5243	12.247	14.9746	0.0032	-0.0062	-0.0002
Si	12.2535	14.9803	14.985	0.0047	0.0074	0.0014
Si	14.9817	1.3784	14.9806	-0.0004	0.0007	0.0019
Si	17.7011	4.0941	14.9847	-0.0021	0.0022	0.0007
Si	14.9735	6.821	14.9945	-0.0005	-0.0019	-0.0039
Si	17.6938	9.5397	14.9899	0.0042	-0.0023	0.0011
Si	14.9812	12.258	14.9804	-0.0064	0.0064	0.0011
Si	17.7067	14.9687	14.9715	0.0031	-0.0027	0.001
Si	20.4243	1.3596	14.9667	0.0023	-0.0067	-0.0018
Si	23.1325	4.0743	14.9494	-0.0009	0.0009	-0.006
Si	20.4107	6.8072	14.9722	-0.0069	0.0033	0.0002
Si	23.1216	9.5233	14.9599	-0.0081	-0.004	-0.0026
Si	20.4134	12.2492	14.9782	0.0086	-0.0093	0.001
Si	23.1333	14.9582	14.9665	0.006	-0.0046	0.0001
Si	25.8409	1.3485	14.9441	0.0048	-0.0048	-0.0047
Si	28.5492	4.0645	14.9333	0.0035	0.001	-0.0013
Si	25.8379	6.7921	14.9413	-0.0061	-0.0004	-0.0024
Si	28.5489	9.509	14.9339	-0.0048	0.0023	-0.0025
Si	25.8355	12.2328	14.9527	-0.0047	-0.0038	0.0017
Si	28.5496	14.9452	14.9358	0.0007	0.0054	-0.0012
Si	29.9131	-0.0203	16.293	-0.0024	-0.0058	0.0011
Si	-0.0155	2.702	16.2887	0.0038	-0.0027	-0.0013
Si	29.9086	5.4185	16.2984	-0.0007	0.0047	0.0055
Si	-0.01	8.1335	16.3013	0.0005	0.0065	0.0033
Si	29.9076	10.866	16.2961	0.0051	-0.0067	-0.0035
Si	-0.0132	13.5821	16.2813	0.0058	-0.0033	-0.005
Si	2.7005	-0.0125	16.2846	-0.0017	-0.0123	-0.002
Si	5.4281	2.7122	16.2953	-0.0055	-0.0049	-0.0014
Si	2.7057	5.4261	16.2952	0.008	-0.0031	-0.0045
Si	5.4335	8.149	16.3066	0.0018	-0.0044	-0.0018
Si	2.7099	10.8568	16.2979	-0.0043	0.0043	0.0028
Si	5.4349	13.5879	16.303	0.0057	0.0076	0.0048
Si	8.1615	0.0016	16.3288	0.0006	0.0035	0.0054
Si	10.8899	2.7364	16.3419	-0.0114	-0.0029	0.0049
Si	8.1587	5.4469	16.3051	0.0054	0.0003	-0.0051
Si	10.8867	8.1686	16.3178	0.0068	-0.0046	-0.0063
Si	8.1604	10.8751	16.3125	-0.0047	0.0041	-0.0047
Si	10.8914	13.6067	16.3283	-0.0055	-0.0018	-0.0067
Si	13.6191	0.0234	16.3376	-0.0036	0.0002	-0.0004
Si	16.3384	2.7413	16.3425	0.0076	0.0021	0.0032
Si	13.6112	5.4627	16.3487	-0.0046	0.0075	0.0046
Si	16.3294	8.1858	16.3543	-0.0146	-0.0073	0.0076
Si	13.6137	10.9005	16.3313	0.0038	-0.0018	-0.0055
Si	16.342	13.6198	16.3353	-0.0001	0.0003	-0.0033
Si	19.0632	0.0089	16.3327	0.0042	0.0083	0.0003
Si	21.7771	2.7257	16.3254	0.0095	0.014	0
Si	19.0503	5.4608	16.3463	0.0008	-0.0015	0.0056
Si	21.7561	8.1761	16.33	0.0041	-0.0055	-0.0041
Si	19.0467	10.9026	16.3517	-0.0067	0.0044	0.0062
Si	21.7721	13.6076	16.3406	-0.0089	0.0085	0.0032
Si	24.4885	0.0008	16.3283	0.0025	0.01	0.0055
Si	27.1996	2.7031	16.3067	-0.0039	0.0014	0.0038
Si	24.4796	5.4365	16.312	-0.0051	-0.0026	0.0014
Si	27.1909	8.1527	16.3036	0.0088	0.0021	0.0026
Si	24.4715	10.8843	16.3249	-0.0032	-0.0073	-0.0006
Si	27.193	13.5954	16.3102	-0.0018	-0.0042	-0.0024
Si	-1.3598	-1.3779	17.6482	0.002	-0.0077	-0.0014
Si	1.3476	1.3463	17.6478	-0.0097	0.0107	0.0005
Si	31.2671	4.0469	17.6579	0.0061	-0.0056	-0.004
Si	1.3537	6.7724	17.6685	0.0049	-0.0126	0.0085
Si	31.2655	9.4967	17.6509	-0.0002	0.0054	0.0071
Si	1.3427	12.2192	17.6397	-0.0057	0.0093	0.0008
Si	4.0677	-1.3656	17.6377	-0.0141	0.0013	0.003
Si	6.7905	1.3694	17.665	-0.0109	0.0091	0.0128
Si	4.0649	4.065	17.6516	-0.0024	0.0075	-0.0018
Si	6.7972	6.7941	17.6671	0.0053	-0.0026	0.0036
Si	4.0698	9.4951	17.6648	0.0106	0.0019	0.0037
Si	6.801	12.2292	17.6633	0.0062	-0.0083	0.0022
Si	9.5303	-1.3616	17.6839	0.0141	-0.0075	0.0043
Si	12.2631	1.3821	17.6993	0.0142	-0.003	0.0063
Si	9.5246	4.1137	17.675	-0.0129	0.003	0.003
Si	12.2468	6.8345	17.6935	-0.0143	0.0061	0.0039
Si	9.5208	9.517	17.6705	0.0039	0.0021	0.0003
Si	12.2524	12.2523	17.6913	0.0032	0.0013	0.0005
Si	14.9836	-1.3359	17.6893	0.0043	-0.0008	0.0025
Si	17.7053	1.3774	17.6885	0.0033	-0.0109	-0.0028
Si	14.9826	4.1099	17.7031	-0.005	-0.0067	-0.0008
Si	17.6883	6.8247	17.7142	0.007	0.0075	-0.0027
Si	14.9661	9.5584	17.706	-0.0164	0.0128	-0.0017
Si	17.6838	12.2676	17.7147	-0.004	0.0042	0.0063
Si	20.4106	-1.3507	17.704	0.0133	-0.0018	-0.0027
Si	23.1277	1.3637	17.6936	-0.012	-0.003	-0.0037
Si	20.4162	4.0893	17.6872	0.0032	-0.009	-0.006
Si	23.1111	6.8005	17.6703	-0.0037	0.0086	-0.0091
Si	20.3996	9.5348	17.7092	0.0035	-0.0134	-0.0039
Si	23.1217	12.2435	17.7095	0.0103	-0.0089	0.0012
Si	25.845	-1.3663	17.6901	-0.0009	0.0005	-0.0062
Si	28.5603	1.3316	17.664	0.0103	-0.0026	-0.0039
Si	25.8313	4.0602	17.6655	0.0049	0.0123	-0.0047
Si	28.5455	6.7784	17.6563	-0.0053	-0.0005	-0.0023
Si	25.8303	9.5147	17.6702	-0.0121	-0.0043	-0.0032
Si	28.555	12.2318	17.6613	-0.003	0.0056	-0.0001
Si	-0.0029	-0.0171	19.0085	0.0124	0.0086	-0.0027
Si	2.7126	2.697	19.0101	-0.0004	-0.0058	-0.0038
Si	0	5.3877	19.0168	-0.016	-0.0088	0.0019
Si	2.7173	8.1298	19.0342	0.0142	0.0039	0.0076
Si	-0.009	10.8553	19.0035	0.0039	0.0008	0.0005
Si	2.7142	13.5801	18.98	0.0052	-0.0007	-0.0089
Si	5.4199	-0.0036	19.0013	-0.0064	-0.0107	-0.0044
Si	8.1486	2.7555	19.0071	0.0243	0.011	-0.0051
Si	5.4237	5.4264	19.0052	-0.003	-0.0181	-0.0035
Si	8.1692	8.146	19.0258	-0.007	-0.0037	0.0002
Si	5.4524	10.8475	19.0089	0.002	0.0148	-0.0055
Si	8.166	13.5822	19.0268	-0.0024	-0.0063	0.0024
Si	10.9077	-0.0052	19.0349	-0.0269	0.0001	0.0025
Si	13.6203	2.7579	19.0595	0.0006	-0.0017	0.0081
Si	10.8791	5.4807	19.0422	0.0094	0.0078	-0.0025
Si	13.5908	8.2114	19.0573	0.0107	-0.0005	-0.007
Si	10.8789	10.8782	19.0267	-0.0024	-0.0104	-0.0121
Si	13.6258	13.6174	19.0383	-0.0061	-0.0008	-0.0065
Si	16.3401	0.0315	19.048	0.0064	0.0102	-0.0025
Si	19.0616	2.7352	19.0526	0.0107	0.0073	-0.0015
Si	16.3285	5.4718	19.0819	-0.0029	0.0011	0.0135
Si	19.0316	8.1924	19.0853	-0.0084	-0.0036	0.0062
Si	16.3112	10.9209	19.0808	-0.0124	-0.0142	-0.0003
Si	19.0365	13.6333	19.0762	0.0046	0.0036	-0.0017
Si	21.7647	0.0145	19.063	0.0022	0.0012	-0.0002
Si	24.4845	2.7182	19.0595	0.0051	0.0069	0.0096
Si	21.7564	5.4576	19.0514	0.0146	0.0079	-0.0025
Si	24.4619	8.1564	19.0274	-0.0051	-0.0066	-0.0036
Si	21.7457	10.8973	19.0782	-0.0107	-0.0025	0.0069
Si	24.4837	13.6096	19.0686	-0.002	0.0034	0.0019
Si	27.2191	-0.0201	19.051	-0.0018	-0.0032	0.0037
Si	29.927	2.6723	19.0292	-0.0137	-0.0008	0.0032
Si	27.1906	5.4116	19.019	-0.0014	0.0024	0.0038
Si	29.9065	8.1341	19.0113	0.004	-0.0043	0.0051
Si	27.1851	10.8842	19.0215	0.0024	-0.0061	0.0008
Si	29.9322	13.5823	19.0144	0.0038	0.013	-0.004
O	5.5182	2.6702	0.9847	-0.1312	-0.1039	-0.4861
O	10.0557	5.0054	1.9132	-0.3275	0.4455	-0.2692
O	20.1718	9.3693	2.1812	0.1354	-0.1115	-0.4817
O	21.8524	11.0854	1.2577	-0.1687	-0.1298	-0.2401
O	20.0624	8.6047	37.8237	0.075	0.0575	-0.0614
O	23.7733	12.862	1.3062	-0.0713	-0.1325	-0.199
O	-1.8083	-0.9374	28.3005	0.3935	-0.2281	-0.2042
O	-0.1005	8.0729	28.3667	-0.4101	-0.1958	0.2244
O	29.1026	11.1353	29.9611	-0.3168	-0.1559	0.7066
O	-0.6979	13.7621	30.0455	0.3581	0.3265	0.5919
O	6.5167	1.9511	28.2569	0.0947	0.0189	0.2762
O	1.63	6.1257	28.0085	0.0881	-0.3425	-0.0381
O	8.3361	0.043	28.4777	0.1866	0.0864	0.3509
O	10.8684	2.8947	28.4037	-0.0101	-0.1854	0.3479
O	8.6352	4.3119	28.3875	-0.2669	-0.3511	-0.0237
O	9.4793	7.7247	29.8283	0.0322	0.4754	-0.0735
O	8.1801	10.6842	30.0461	0.374	-0.2752	0.0594
O	12.2272	-1.2811	31.7014	0.3649	-0.0101	0.7046
O	11.7554	12.8726	30.1312	-0.2451	-0.2072	0.4073
O	14.8212	-0.0794	29.5635	0.4438	0.4034	0.1598
O	17.002	1.9955	28.3893	-0.1099	-0.0783	0.1125
O	13.6455	4.954	28.4454	-0.2874	0.3315	0.2701
O	26.763	-1.8582	28.0008	0.3878	0.2556	0.1194
O	28.1872	12.3355	27.8827	0.4318	-0.5122	-0.1008
O	27.5957	13.0544	0.4804	-0.2296	0.01	0.1925
O	30.0423	2.7171	29.0244	-0.0701	0.0373	0.6148
O	27.109	3.3191	31.0759	0.3276	0.2814	0.212
O	25.645	5.3201	31.9159	0.0694	0.3007	-0.235
O	-0.9501	11.1568	29.5674	0.1399	-0.0751	0.1534
O	27.7946	10.1393	35.0773	0.0817	-0.082	-0.1373
O	3.194	11.0428	31.6385	0.2783	0.1388	0.22
O	8.9972	15.1082	0.0415	-0.0843	-0.0869	-0.3843
O	5.8071	-0.4763	28.8952	0.0638	0.0119	-0.0901
O	7.6397	-1.4967	31.706	-0.2045	-0.083	0.4043
O	-0.25	10.5461	34.2578	-0.2804	-0.0229	0.4001
O	-0.7253	4.4491	29.8308	-0.025	-0.2279	0.0324
O	10.2325	11.4191	28.697	-0.1621	-0.5791	-0.0039
O	13.7776	2.3629	29.3549	-0.1894	-0.0117	0.4391
O	12.778	4.0934	34.4529	0.1105	0.3268	0.2501
O	9.6583	3.2849	30.6789	-0.7468	-0.1584	0.1698
O	7.2313	8.6124	31.0754	-0.0131	-0.2925	0.4302
O	13.1099	12.8053	32.4718	-0.2826	0.2589	0.5227
O	8.3998	13.258	29.5958	-0.1682	0.3404	-0.4447
O	10.7507	2.6785	0.9133	-0.115	-0.1156	-0.3709
O	14.0535	13.7984	30.1261	-0.1028	-0.4297	-0.2239
O	18.1415	0.8173	30.499	0.2332	-0.4887	0.1613
O	22.5181	6.2939	31.6855	0.0882	-0.4465	0.3889
O	16.4521	-1.8782	30.6927	0.2336	0.4165	0.0632
O	8.0754	5.307	37.1556	-0.1024	-0.1574	-0.5542
O	14.8013	9.4187	29.8596	-0.0838	-0.2079	0.002
O	10.7237	1.0212	31.6128	-0.2621	-0.1986	0.3158
O	25.7424	1.0992	31.1957	0.1529	-0.4684	0.0956
O	17.2487	0.4227	33.1102	0.1679	-0.0455	-0.2116
O	20.461	7.8509	35.2515	0.0243	-0.3557	-0.2161
O	26.2225	8.0856	38.7377	0.0203	-0.2317	-0.1898
O	23.0309	13.098	29.8744	0.2779	0.1757	0.6179
O	21.8914	-1.0308	37.8484	0.0066	-0.1657	-0.3611
O	24.9897	11.6958	37.3396	0.0542	-0.254	-0.037
O	26.9185	-2.8859	36.7152	0.3343	-0.3304	0.3947
O	29.9254	-2.3737	33.3484	0.1892	-0.2937	-0.3596
O	4.2208	-2.2096	30.0144	-0.3492	-0.419	-0.005
O	4.3813	2.5632	37.043	-0.6578	-0.1769	-0.0058
O	23.8072	0.5356	37.3119	0.3085	0.2845	-0.303
O	3.7224	2.6233	34.4591	-0.0764	0.4415	-0.2754
O	6.1888	2.4888	35.0837	0.1528	0.4088	-0.2181
O	29.6782	8.4237	34.8144	0.1385	-0.2398	0.1726
O	11.7315	8.5651	37.1988	0.0453	0.1236	0.5378
O	15.6863	2.6264	37.4875	0.5363	0.3373	-0.0047
O	11.7996	7.2403	0.4854	0.1448	0.218	-0.084
O	20.5637	7.2849	30.3696	-0.0416	0.495	-0.297
O	15.5362	9.7236	0.0542	0.1479	0.114	-0.0432
O	17.417	12.0691	30.2219	0.1841	-0.3088	0.4484
O	14.4475	11.4897	34.4328	0.5454	-0.0777	0.0944
O	7.3897	5.568	33.4521	0.2107	-0.3493	0.2137
O	13.456	1.6812	35.1932	0.1603	0.0226	-0.5609
O	10.1379	10.2208	32.6142	0.4045	0.0756	-0.384
O	21.2635	4.8231	29.7606	0.3286	-0.4177	0.0323
O	25.992	-0.4736	36.1929	-0.1088	0.0711	-0.5076
O	22.4247	5.7209	38.6642	0.0107	0.0621	-0.2919
O	25.2091	9.0483	29.95	0.2816	-0.2455	0.3354
O	0.671	2.0133	0.2624	0.1283	-0.0073	-0.2282
O	7.8629	6.1183	31.0846	0.4113	-0.2692	0.1496
O	25.3899	13.2156	32.312	-0.1969	0.3529	0.3103
O	1.3772	13.2475	37.5224	-0.1556	0.5964	-0.0652
O	-2.1022	-0.5384	30.907	-0.5599	0.1138	0.0675
O	24.4728	3.3126	30.6526	-0.3994	0.2206	-0.1561
O	17.0022	0.6539	38.5601	0.1566	-0.0598	-0.266
O	23.5625	1.7262	32.5555	0.1109	-0.4531	0.377
O	23.5299	8.7145	31.9591	0.2462	-0.0348	0.3536
O	25.4048	-1.1096	38.6769	-0.4251	-0.0024	0.0554
O	8.5551	1.5981	35.3418	0.1076	0.2886	0.4207
O	29.28	8.3272	32.0889	-0.4672	0.625	-0.071
O	12.7548	-0.8301	35.4118	0.0282	-0.6618	0.0823
O	9.0626	7.779	33.0605	-0.027	-0.1013	-0.3356
O	6.4082	3.6499	38.2361	0.2406	0.0559	-0.0676
O	1.2316	12.4825	0.1177	-0.3613	-0.1552	-0.5293
O	27.9218	-1.4161	34.7483	0.278	0.5961	-0.2248
O	15.4549	4.2108	30.1942	0.2562	0.4656	-0.0304
O	20.8048	11.9563	33.3645	0.3333	0.115	0.1031
O	15.5695	15.031	0.0364	-0.1175	-0.013	-0.4216
O	15.2548	5.1829	37.2583	0.5131	-0.0091	-0.1051
O	27.914	12.4441	33.8297	0.405	-0.017	-0.0933
O	27.6009	-1.8092	32.144	0.3997	0.5889	-0.0855
O	7.3136	0.8449	0.2607	-0.2523	-0.0991	-0.1958
O	27.0304	12.6756	30.3194	-0.1168	-0.5979	0.0763
O	-0.8784	11.7066	37.9233	0.2317	0.0672	-0.4481
O	7.1036	11.8969	0.1324	0.1181	0.0948	-0.233
O	15.6452	12.3452	32.2137	0.0355	-0.198	0.2648
O	-0.8665	1.3839	35.0826	-0.1531	0.1082	-0.4461
O	-1.9747	1.4197	32.5612	0.0183	0.344	0.0147
O	-0.6401	-0.8836	33.13	0.3804	-0.1097	-0.1334
O	15.1471	7.7688	37.7884	0.2892	-0.2404	0.4032
O	14.7554	0.2229	36.9813	-0.2822	-0.2798	0.3302
O	23.2812	1.0295	30.0605	-0.3345	-0.2258	0.4056
O	13.5953	5.4669	1.0659	-0.199	-0.0883	-0.6475
O	2.2803	1.4702	32.6731	-0.1926	0.569	-0.0379
O	0.9745	6.3557	38.7675	0.0842	0.404	-0.3266
O	28.3279	-0.8059	37.3441	0.1112	-0.3513	-0.1418
O	7.9176	-2.2768	35.3014	-0.0214	0.1501	-0.1324
O	5.9442	7.9005	0.7771	0.0636	0.626	0.1423
O	22.3914	9.5926	35.0894	0.7121	-0.1488	-0.0186
O	1.4504	8.5127	34.0944	0.172	0.3993	0.4818
O	18.7611	5.7327	31.4552	0.3778	-0.3209	-0.1962
O	22.6533	9.9667	29.7393	0.4159	-0.0053	-0.5684
O	16.5125	5.0287	32.4979	-0.1837	0.2462	0.1105
O	29.7431	6.2278	33.3951	-0.1572	-0.1054	-0.3812
O	30.1186	0.012	0.825	0.1266	0.0192	-0.0931
O	28.3242	6.5892	38.7476	0.3225	-0.0707	-0.2223
O	16.6779	9.8475	38.2189	0.2832	-0.2994	-0.1981
O	9.3006	6.1389	35.0454	0.3364	-0.2291	-0.1241
O	26.1369	5.093	34.5404	-0.0709	-0.0989	0.1402
O	17.5738	0.596	0.0413	0.2509	0.1549	-0.4702
O	25.5922	-1.4727	30.2421	-0.1693	0.6479	0.5072
O	14.5327	10.1295	36.7961	0.2703	-0.2363	-0.2341
O	22.7588	2.2982	34.9935	0.6441	-0.2828	0.1804
O	20.3288	10.8628	36.1878	-0.124	-0.5556	0.0011
O	2.806	6.7081	32.7189	-0.3046	-0.4121	-0.1787
O	9.0992	10.2581	38.6102	0.2574	0.0822	-0.1723
O	2.4558	5.0692	36.9662	-0.4937	-0.2631	-0.2711
O	4.504	6.5724	37.5296	-0.2092	-0.3964	-0.0592
O	5.6611	1.0997	38.7589	0.0858	-0.3404	-0.1818
O	9.9574	-1.2189	30.551	0.0991	0.0676	-0.3973
O	16.8332	2.5958	31.7965	0.2	-0.0817	0.013
O	32.2063	14.6141	0.0559	-0.1627	0.0215	0.019
O	21.1773	-2.4444	31.5962	-0.0722	0.457	0.0146
O	0.1377	8.015	1.1186	0.0567	-0.1298	-0.325
O	30.7495	5.8143	0.4389	0.4056	0.5598	0.0417
O	26.911	3.6432	36.717	0.2368	-0.2399	-0.2959
O	2.0621	1.8927	30.0814	0.0989	0.2695	0.2369
O	4.0492	8.6386	31.4377	0.1238	0.1067	0.4009
O	10.7457	6.0508	37.146	0.1275	-0.3017	0.0779
O	18.1435	7.4813	36.3963	-0.2269	0.1907	0.2576
O	7.9383	10.1064	36.2663	-0.2069	0.4275	-0.2628
O	15.766	6.934	35.3709	-0.1502	-0.1238	-0.5106
O	8.7508	7.775	37.0928	0.4001	0.2585	0.3617
O	20.3024	13.4138	36.785	0.0126	0.2371	-0.1573
O	4.0106	4.6907	0.1415	-0.1403	-0.3442	-0.2951
O	14.9639	3.3516	0.3196	0.2659	0.1746	-0.0797
O	4.7227	4.7402	35.6179	0.3115	0.3315	-0.5706
O	6.582	-0.0616	35.7906	-0.0846	0.1863	0.3577
O	14.2127	7.8353	31.8589	0.4698	-0.2717	0.3758
O	0.6553	3.3551	34.1801	0.3011	-0.3187	-0.2262
O	18.0373	6.3784	34.0389	0.5484	0.1231	0.1144
O	29.3178	13.7896	29.7545	-0.2748	0.3213	-0.0577
O	25.3321	3.7833	38.7282	-0.2392	0.2101	-0.4848
O	10.5255	-2.2393	35.1877	0.178	-0.3121	-0.4199
O	-0.4896	13.2067	34.6576	-0.2488	0.0982	0.2282
O	16.988	0.8756	35.8559	0.281	0.4228	-0.0967
O	12.1264	0.209	29.627	-0.0442	-0.0442	-0.0218
O	16.3238	9.5186	31.9453	0.0025	0.3706	0.0307
O	5.8519	4.5328	31.1163	0.0654	-0.8143	0.0839
O	12.1096	7.3296	30.3648	0.2135	0.1259	-0.3656
O	5.3911	-2.0746	34.5915	0.2655	-0.2068	-0.4612
O	2.7384	0.4341	0.6916	0.1279	0.408	0.0565
O	26.0357	10.7765	33.2489	0.2405	-0.443	-0.0218
O	18.9244	4.1175	33.4416	-0.2992	0.0136	0.2881
O	12.2622	10.7006	35.6729	0.0222	0.215	-0.1796
O	21.468	3.3206	32.956	-0.0107	0.4679	-0.5449
O	9.7708	2.6553	33.3179	-0.3975	0.1553	0.1173
O	19.3498	1.7749	32.5817	0.1915	-0.4709	-0.2265
O	29.3466	3.5329	33.4564	-0.156	0.1787	-0.5209
O	13.2693	6.6383	36.3278	-0.0351	0.0038	-0.5298
O	22.5222	1.4963	0.013	-0.3409	0.2663	-0.477
O	17.9548	13.3505	32.5476	0.1818	-0.1308	-0.0911
O	13.1935	3.5192	37.0443	-0.2489	0.2233	0.2986
O	13.8051	12.655	36.6294	-0.0516	0.5183	-0.355
O	11.7086	8.0696	32.7781	0.2362	0.0006	0.0652
O	28.1646	8.472	36.9957	0.1902	0.0806	-0.0197
O	18.5262	12.5046	35.0425	-0.4124	-0.2125	-0.0636
O	10.5202	8.8956	34.8951	-0.1985	-0.3505	0.2661
O	-1.862	6.5501	30.8281	-0.2054	0.0563	0.307
O	12.8738	5.7131	32.3894	0.1987	-0.1402	0.2586
O	12.2047	-1.9864	37.8475	-0.0026	0.2514	-0.5124
O	10.7361	5.3713	29.4465	0.4337	-0.0471	0.2434
O	19.8619	-1.9108	33.8293	0.003	0.6359	0.2138
O	14.4246	3.5153	32.5127	0.0973	-0.409	0.0655
O	9.39	12.8118	31.9414	0.2252	0.0348	0.1039
O	20.7829	10.1245	31.4592	0.2706	-0.5677	0.0698
O	0.9508	5.9632	34.4472	0.0463	-0.0779	0.5752
O	21.7729	4.023	36.6766	0.4593	0.1284	-0.1736
O	3.752	-0.0427	34.2773	0.5276	0.0727	0.2597
O	28.3895	7.0124	29.9177	-0.1323	-0.2511	0.2351
O	3.5761	-2.193	32.734	-0.4697	-0.4024	0.0106
O	2.6138	-0.4898	31.001	-0.0546	-0.251	-0.0682
O	2.3573	8.4051	29.1008	-0.037	0.1233	0.5246
O	12.9687	1.4716	0.2702	-0.2001	-0.362	-0.3705
O	11.9166	3.3312	32.0141	0.1693	-0.0065	-0.4026
O	5.2101	-0.4479	31.7557	-0.2165	0.1533	0.0325
O	1.9714	6.3492	0.2575	-0.0712	-0.1009	-0.2576
O	10.6234	0.3381	34.3651	0.288	-0.0836	-0.3023
O	6.2051	8.5206	37.3756	0.0606	0.4266	0.1426
O	0.198	0.6474	31.2556	-0.2057	0.3151	-0.1376
O	-0.2641	5.0493	32.3285	0.219	-0.3024	-0.1226
O	29.2704	1.1965	34.7993	-0.62	-0.1298	0.2672
O	28.023	1.4013	32.553	-0.2009	-0.132	0.5373
O	26.6581	6.3081	36.7734	-0.5528	0.0077	0.1176
O	-1.3863	4.7678	34.7869	0.0558	-0.1546	0.6491
O	18.3019	11.8476	37.5301	-0.0819	0.1146	-0.0576
O	-2.3569	0.8763	37.2303	0.0331	0.6359	0.0765
O	30.2913	8.8614	29.741	0.3631	-0.0504	-0.198
O	0.7799	9.9032	31.9506	-0.158	-0.3717	-0.3274
O	24.4948	16.1536	0.4087	0.0521	-0.1761	0.3105
O	26.1339	1.3765	37.9511	0.108	-0.1846	-0.0765
O	13.8805	10.3878	32.1281	-0.7677	-0.1789	0.2381
O	2.8552	-2.2321	35.371	-0.3345	0.3897	-0.0432
O	6.0167	-2.3046	37.1161	0.0519	0.0362	0.3213
O	20.1599	2.5492	35.0692	-0.4377	-0.064	0.3471
O	23.6704	11.7791	33.6128	-0.2113	-0.2236	-0.0889
O	-2.6957	10.3455	36.6252	0.4899	0.4546	-0.3545
O	9.2498	12.3508	36.8806	-0.1366	0.3805	0.4343
O	23.3318	7.0884	0.0445	-0.5024	-0.1097	-0.2151
O	5.6437	10.6977	30.862	-0.1165	0.5212	-0.1243
O	17.3897	-1.5186	34.7669	-0.0308	-0.2708	0.3096
O	7.0832	0.632	33.2984	0.0474	-0.0685	-0.2144
O	24.662	13.4755	35.3829	0.1302	0.4815	0.0086
O	20.7501	12.0123	29.6751	-0.2576	0.1256	-0.5295
O	7.6312	10.8824	32.559	-0.2638	-0.1166	0.5792
O	1.6972	11.7868	35.4785	0.0042	-0.4223	0.1889
O	22.6571	10.2904	37.5513	-0.0428	-0.4752	0.426
O	22.5044	12.1795	35.86	0.0118	0.4049	0.3092
O	0.2732	2.9229	36.7682	-0.1452	0.3157	-0.095
O	28.0842	1.1346	29.9167	-0.2314	-0.6227	-0.0291
O	20.249	6.0767	37.1802	-0.0456	-0.1556	-0.2165
O	19.3417	2.8789	29.321	-0.2288	0.0115	0.1179
O	7.1653	0.8964	30.6608	0.4958	0.4863	0.2964
O	3.2325	6.943	35.2817	0.346	0.4088	-0.0101
O	28.6335	5.0872	35.4593	0.3576	0.187	0.3043
O	-0.9798	8.2064	33.1619	0.061	-0.3578	-0.0282
O	3.8717	6.1648	30.3985	-0.4474	0.1844	-0.0547
O	0.7209	6.6323	30.4009	0.2436	-0.0418	0.5102
O	23.9314	4.1363	33.5401	0.1046	0.1817	-0.1146
O	1.6917	1.2199	35.2547	0.1487	-0.5712	0.2976
O	10.6209	-0.2322	36.884	-0.3289	0.4953	0.0273
O	21.3608	1.4302	37.0858	-0.532	-0.1007	-0.1007
O	24.1981	6.7389	33.6211	0.151	0.2846	0.3687
O	24.4013	11.0985	31.2096	-0.2372	0.4033	-0.4541
O	5.4654	6.7393	32.3755	0.2202	0.1915	0.5951
O	9.2545	11.9434	34.3679	0.0875	-0.3761	0.3337
O	17.2669	8.7828	34.2346	-0.0569	0.2419	0.0419
O	7.2345	7.8011	34.9811	-0.7163	-0.062	-0.1396
O	-1.8734	-0.994	35.4389	-0.1778	-0.488	0.2358
O	22.4067	-2.3031	33.9523	0.3324	0.5337	0.0473
O	1.2319	12.2736	32.9402	0.2665	0.5784	-0.195
O	1.2822	12.0574	30.3254	0.7999	0.1007	0.0275
O	15.0987	-0.2375	34.4261	-0.3756	-0.3835	-0.6223
O	18.6517	10.5296	32.9367	-0.2195	0.4301	-0.0258
O	11.0241	2.6027	35.687	-0.2823	0.3199	0.3631
O	3.8694	12.3912	37.1142	0.1508	-0.5639	0.075
O	18.548	8.2265	31.8534	0.2331	0.0293	0.1574

Results
total energy: -210397.497 eV
total energy less fixed offsets of O -438.35, Si -107.03 eV per atom: -7.427 eV
